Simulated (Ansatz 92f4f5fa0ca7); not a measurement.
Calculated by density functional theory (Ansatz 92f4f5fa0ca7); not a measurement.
Periodic cell of 223 atoms, Si132O89H2, from a study of silicon, its oxide and their interface. The atomic structure is a simulated model.

Settings: functional PBE; potential files Ansatz PAW; basis plane waves; wave-function cutoff 700 eV; density cutoff ratio 5; exchange-correlation grid ratio 1; k mesh 2 x 2 x 1, shifted by 0.5 0.5 0.5 of a step; self-consistency stop 5e-08 eV per atom in the density residual; occupations fixed; spin none; net charge 0.

Cell vectors (angstrom)
a  10.938  0  0
b  0  10.938  0
c  0  0  32.6437

Atoms and the computed forces on them: element, x, y, z (angstrom), force x, y, z (eV/angstrom)
Si  -0.2221  0.3117  25.2454  -0.0063  0.0066  -0.0291
Si  5.7449  -0.2445  25.2314  0.0029  -0.0073  -0.0252
Si  2.4953  3.0218  25.1351  -0.0089  -0.0029  -0.0291
Si  8.4952  2.5318  25.2006  0.0031  -0.0069  -0.0272
Si  0.2609  5.264  25.0978  -0.0008  -0.005  -0.0268
Si  5.2647  5.7418  25.1238  -0.0016  0.0076  -0.03
Si  3.0339  7.9791  25.1624  0.0062  0.0016  -0.0272
Si  7.9679  8.47  25.1931  -0.007  0.0058  -0.03
Si  1.379  1.4461  26.5201  0.0082  -0.0025  0.0039
Si  6.8824  1.3796  26.4964  -0.0021  -0.0031  0.005
Si  4.1046  4.1486  26.4455  -0.0009  -0.0062  0.0151
Si  9.6315  4.1304  26.4883  -0.0006  0.005  0.0017
Si  1.4069  6.8364  26.4469  -0.0072  -0.0037  0.0126
Si  6.8301  6.8664  26.4946  -0.0037  -0.0126  0.0027
Si  4.143  9.5549  26.5247  -0.0123  -0.0041  0.0024
Si  9.5698  9.6102  26.4966  -0.0035  -0.0051  0.0075
Si  2.7361  0.0073  27.8407  -0.0009  0.0017  -0.0013
Si  8.2061  0.0051  27.8921  -0.0016  -0.0005  -0.0098
Si  0.0013  2.759  27.9001  -0.0018  0.0016  -0.0046
Si  5.4628  2.7463  27.821  -0.0025  0.0026  0.0077
Si  2.737  5.4724  27.8635  -0.0009  0.0004  -0.0071
Si  8.2082  5.4733  27.8336  -0.0006  0.0018  0.0066
Si  0.0094  8.2004  27.8212  0.0029  -0.002  0.0076
Si  5.4764  8.1938  27.9025  0.001  -0.0036  -0.005
Si  4.1018  1.3673  29.2254  0.0597  0.0675  -0.2081
Si  9.5708  1.3673  29.2254  0.0265  0.0576  0.2453
Si  1.3673  4.1018  29.2254  0.1264  0.1615  0.2671
Si  6.8362  4.1018  29.2254  -0.0126  0.0012  -0.256
Si  4.1018  6.8362  29.2254  -0.0749  -0.0858  0.2274
Si  9.5708  6.8362  29.2254  0.0632  0.0455  -0.2351
Si  1.3673  9.5708  29.2254  -0.0151  -0.0133  -0.2281
Si  6.8362  9.5708  29.2254  0.0403  0.029  0.2827
Si  0  0  30.5927  -0.0124  0.0359  -0.0105
Si  5.469  0  30.5927  0.0342  -0.0077  -0.0107
Si  2.7345  2.7345  30.5927  -0.0135  0.0389  -0.013
Si  8.2035  2.7345  30.5927  0.0242  -0.0275  -0.0098
Si  0  5.469  30.5927  0.0514  -0.0022  -0.0098
Si  5.469  5.469  30.5927  -0.025  0.021  -0.0096
Si  2.7345  8.2035  30.5927  0.0411  -0.0168  -0.0112
Si  8.2035  8.2035  30.5927  0.005  0.0492  -0.0102
Si  1.3673  1.3673  31.9599  0.0326  -0.0192  0.0083
Si  6.8362  1.3673  31.9599  -0.0234  0.0192  -0.0039
Si  4.1018  4.1018  31.9599  0.0303  -0.0346  0.0063
Si  9.5708  4.1018  31.9599  -0.0107  0.0307  -0.0119
Si  1.3673  6.8362  31.9599  -0.0502  0.0219  -0.0035
Si  6.8362  6.8362  31.9599  0.0091  -0.0243  0.005
Si  4.1018  9.5708  31.9599  -0.0336  0.0134  -0.0038
Si  9.5708  9.5708  31.9599  0.0072  -0.0307  0.0076
Si  2.7345  0  0.6835  0.0186  -0.001  0.0075
Si  8.2035  0  0.6835  -0.0054  0.0285  0.0004
Si  0  2.7345  0.6835  -0.0524  0.0294  -0.0173
Si  5.469  2.7345  0.6835  0.0217  -0.012  0.0087
Si  2.7345  5.469  0.6835  -0.0014  0.0129  -0.0015
Si  8.2035  5.469  0.6835  0.0355  -0.037  0.0005
Si  0  8.2035  0.6835  0.0301  -0.0085  0.011
Si  5.469  8.2035  0.6835  -0.0077  0.0119  -0.013
Si  4.1018  1.3673  2.0507  -0.0729  -0.0093  0.0031
Si  9.5708  1.3673  2.0507  0.0583  0.0101  0.0009
Si  1.3673  4.1018  2.0507  -0.0201  -0.0484  0.0075
Si  6.8362  4.1018  2.0507  -0.0264  0.0353  -0.0027
Si  4.1018  6.8362  2.0507  0.0557  0.0116  0.0101
Si  9.5708  6.8362  2.0507  -0.0432  -0.01  0.0076
Si  1.3673  9.5708  2.0507  -0.0152  -0.0101  0.0199
Si  6.8362  9.5708  2.0507  -0.0335  -0.0654  0.0178
Si  0  0  3.418  -0.0636  0.1447  -0.1011
Si  5.469  0  3.418  -0.1413  -0.1731  0.2465
Si  2.7345  2.7345  3.418  -0.1886  -0.331  -0.2616
Si  8.2035  2.7345  3.418  -0.0242  -0.0892  0.1312
Si  0  5.469  3.418  -0.0485  -0.0117  0.0752
Si  5.469  5.469  3.418  0.2173  0.1278  -0.3767
Si  2.7345  8.2035  3.418  0.116  0.1945  0.0714
Si  8.2035  8.2035  3.418  -0.0638  -0.1002  -0.0634
Si  1.3696  1.3443  4.8003  -0.0034  -0.0028  0.0053
Si  6.838  1.3397  4.7985  0.0108  -0.0102  -0.0059
Si  4.1121  4.0884  4.6973  0.0058  -0.0027  0.0089
Si  9.5737  4.0898  4.7923  -0.0035  0.0011  -0.0096
Si  1.367  6.8567  4.7696  -0.0073  0.0048  0.0056
Si  6.8375  6.8228  4.7875  0.0025  0.0051  0.0054
Si  4.0862  9.5699  4.848  -0.0011  0.0013  -0.0124
Si  9.5431  9.5955  4.7642  -0.0053  0.0048  0.0116
Si  2.6889  -0.0316  6.2632  -0.0031  -0.0117  -0.0195
Si  8.1298  -0.068  6.2103  0.0018  0.0077  -0.0004
Si  -0.0332  2.6976  6.1597  0.0141  0.0067  -0.0036
Si  5.4155  2.7093  6.077  0.0103  -0.0025  0.0104
Si  2.7546  5.4398  6.0291  0.0046  0.0215  0.0014
Si  8.2087  5.4384  6.1642  -0.0035  0.0023  -0.0127
Si  0.0155  8.2621  6.1054  0.0244  -0.0045  -0.0044
Si  5.4291  8.1401  6.1978  -0.0093  0.0077  -0.0128
Si  3.7895  1.6879  7.444  -0.0018  0.0333  0.045
Si  9.7568  1.0714  7.454  0.0035  -0.0081  0.0238
Si  1.5831  3.9342  7.35  0.0146  0.0041  0.026
Si  6.5877  4.2288  7.3992  -0.0191  0.0003  0.0255
Si  4.3344  6.4412  7.441  0.0092  -0.0232  0.0386
Si  9.3713  7.1178  7.3548  -0.0011  0.0296  0.0344
Si  1.0633  9.7657  7.6213  -0.0296  0.0035  0.0368
Si  7.0067  9.2192  7.5645  0.017  -0.0257  0.0388
O  1.3668  4.1231  24.602  0.0033  0.0042  -0.0255
O  6.8471  9.5817  24.6785  0.0062  0.0023  -0.0303
O  2.6716  2.8207  7.892  0.0027  -0.0102  0.0263
O  8.2242  8.166  7.8775  -0.0078  0.0021  0.0247
O  5.507  5.3692  7.8852  -0.0051  -0.0054  0.025
O  -0.0532  -0.0107  7.9772  0.0034  -0.0065  0.0286
O  4.1418  6.8621  24.6234  0.0037  -0.0012  -0.0256
O  9.5927  1.3981  24.6813  0  0.0011  -0.0298
O  1.4725  9.1038  9.0926  0.0087  0.0213  -0.0073
O  1.1084  4.8159  8.662  -0.0124  -0.0044  -0.0009
O  9.0507  1.6465  8.8223  0.0023  0.0116  -0.0034
O  6.3688  9.4813  9.0709  0.0176  0.014  -0.0004
O  4.4349  1.224  8.8809  -0.0243  -0.0042  -0.0008
O  3.6308  6.8242  8.8649  0.0078  -0.0049  0.0036
O  7.08  3.44  8.7674  0.0166  0.0112  -0.0007
O  10.166  6.731  8.7451  -0.0042  -0.0195  0.0005
O  3.1795  2.3541  23.791  -0.0037  -0.0073  0.0098
O  5.0427  0.4269  23.9119  -0.0082  -0.0016  0.0049
O  7.8764  3.2477  23.8572  0.0003  0.0074  0.007
O  10.5476  5.9451  23.7363  -0.0085  -0.0025  0.0098
O  8.6173  7.792  23.8448  -0.001  -0.0072  0.0076
O  2.384  8.6818  23.8226  0.0024  0.0082  0.0093
O  5.9488  5.0973  23.7645  0.0086  0.0019  0.0086
O  0.5225  10.6116  23.9339  0.0063  0.0017  0.0095
Si  2.1619  9.4355  10.5446  0  -0.0026  0.0062
Si  2.9243  14.0407  12.254  -0.0011  0.0006  0.0048
Si  5.273  5.0431  12.2785  0.0019  -0.0014  -0.0023
Si  3.9111  1.1359  22.9874  -0.0035  -0.0059  -0.0019
Si  8.0876  7.3306  16.8831  0.0009  -0.0015  -0.0008
Si  7.6591  3.1427  12.2974  0.0046  0.0029  -0.0064
Si  -3.1244  12.3862  16.5748  -0.0006  -0.0036  -0.008
Si  12.8422  12.1701  14.536  -0.0051  0.01  0.0037
Si  1.2418  5.2155  11.7057  -0.0144  0.0033  0.0011
Si  8.26  11.2198  12.4364  0.001  0.0054  -0.0028
Si  5.8574  3.3585  18.0518  -0.0068  0.0012  0.0024
Si  3.7335  10.1391  17.7827  0.0034  -0.002  0.0046
Si  12.2648  9.3873  13.4545  -0.008  -0.0046  -0.0024
Si  3.6237  6.9201  10.4849  0.0039  -0.0013  -0.0028
Si  6.4804  9.9183  10.632  -0.0003  -0.0006  -0.0024
Si  1.6667  9.9071  23.0243  0.004  0.0051  -0.0005
Si  3.9323  4.5102  15.9712  -0.0037  -0.0004  -0.0004
Si  3.9208  10.0821  14.7222  0.0028  -0.0031  0.0028
Si  5.9099  6.5231  14.9169  0.0008  -0.0012  0.0054
Si  7.1684  4.389  22.9337  0.0055  0.0034  -0.001
Si  11.8409  4.8703  14.8535  -0.0007  -0.0008  0.0058
Si  8.5467  3.0805  9.3852  0.0103  0.0108  -0.0135
Si  6.8181  9.9869  17.9611  -0.0032  -0.0039  -0.0013
Si  8.4644  0.2879  20.4388  0.0024  -0.003  0.0043
Si  10.8333  7.6919  15.6869  -0.0062  -0.0027  0.0039
Si  1.0214  9.1048  18.2176  -0.0006  -0.005  0.0051
Si  4.0447  0.8569  10.4164  0.0018  0.0058  -0.0025
Si  9.1411  3.4167  14.9504  0.0018  -0.0009  -0.0023
Si  6.061  2.209  20.9876  -0.0028  0.0002  -0.0039
Si  9.3332  6.6692  22.9044  -0.0037  -0.0026  -0.0028
Si  10.4716  8.8717  20.9885  -0.0037  -0.0031  -0.0054
Si  10.639  5.3004  9.3259  -0.0114  -0.0081  -0.0116
Si  -2.3863  4.7102  17.8595  0.0039  0.0063  0.0014
Si  1.4011  1.0455  17.5053  0.0004  0.0063  -0.0007
Si  9.9687  13.2353  18.7888  0.0049  0.003  -0.0003
Si  6.4009  -1.6957  13.3797  -0.0021  -0.0016  0.0061
O  9.6031  14.8353  18.8323  -0.0204  -0.0129  -0.0215
O  4.4589  4.0453  17.4976  0.0243  -0.0049  -0.0087
O  13.1894  6.333  11.1139  0.0048  -0.0132  -0.0023
O  7.8319  -0.9015  13.5176  -0.0176  0.0118  -0.0315
O  3.8499  4.3705  12.7026  0.0247  -0.0126  -0.0152
O  8.5807  12.8099  15.1909  -0.0107  0.0201  0.0133
O  9.5835  12.4014  20.1381  -0.0064  -0.0041  -0.0038
O  5.2863  10.9542  10.9763  0.0053  -0.0039  -0.0187
O  -8.8431  13.4045  13.5133  0.0089  -0.0165  -0.003
O  -0.1875  5.4282  10.9479  0.0246  -0.0064  -0.0123
O  6.4656  2.3733  16.8613  0.0102  0.0035  0.0233
O  8.2476  5.5262  22.4603  0.0001  0.0008  0.0249
O  2.6273  10.993  10.5078  0.0137  -0.0236  -0.0044
O  0.5635  10.5948  17.7094  0.0305  0.0005  0.0117
O  -3.7146  10.8633  16.6239  0.0088  0.0022  0.0265
O  11.2382  8.4402  14.2852  0.0161  0.007  0.0097
O  8.986  1.6293  17.6788  -0.0045  -0.0019  0.0041
O  11.7759  8.1246  16.9394  -0.0197  0.0135  0.0007
O  2.7855  0.0479  22.5321  0.001  0.0008  0.0246
O  1.16  9.2005  11.838  0.032  0.0093  0.0081
O  6.5686  3.6299  21.6229  -0.0024  -0.0222  0.0111
O  8.8094  6.3188  17.9585  -0.0137  -0.0115  -0.0214
O  -3.7887  8.4279  17.6349  0.0133  0.0108  -0.0051
O  4.0122  9.5622  16.2668  -0.013  0.0051  -0.0024
O  0.9129  -1.627  21.7268  -0.0163  0.0003  0.0123
O  7.9099  10.6488  10.9261  -0.0272  -0.0088  0.0263
O  3.8693  13.0578  11.4078  -0.0111  0.0047  -0.0004
O  7.3032  1.6033  12.6879  0.027  -0.0025  -0.0168
O  12.1864  12.5421  15.9769  0.0094  -0.0189  0.0048
O  11.0352  6.0897  15.5654  0.0058  0.0027  -0.0094
O  2.2969  4.5736  15.7031  0.0004  0.0021  -0.0129
O  1.7454  14.6506  11.3102  0.0153  0.0212  0.0189
O  0.9939  10.9683  13.8498  0.0225  -0.0072  0.004
O  9.2624  8.0415  15.9941  0.009  -0.0244  0.0207
O  6.072  8.0688  14.4493  0.004  -0.0086  -0.0102
O  6.3302  3.9262  11.7702  -0.0059  -0.0073  0.0105
O  6.0449  5.6887  13.5461  -0.0219  0.0044  0.0066
O  9.9173  7.4481  21.5881  0.0029  0.0236  0.0159
O  4.584  14.3066  14.9975  0.0158  -0.002  0.0355
O  0.6361  13.0795  18.4575  -0.0248  -0.0122  -0.0017
O  8.718  4.2158  16.3071  0.0034  0.0142  0.0141
O  8.4138  -7.046  13.5596  -0.0005  -0.0297  -0.0024
O  -3.1629  -0.4452  19.1618  -0.0148  -0.0061  -0.0065
O  3.3791  11.6015  14.8232  -0.0296  -0.0161  -0.0079
O  7.1346  6.3633  15.9701  0.0028  0.0082  0.0061
O  4.5232  16.9642  15.6476  0.0114  -0.0247  -0.0021
O  4.6673  1.7225  21.677  0.0179  0.0012  0.016
O  5.6769  2.4727  19.4117  0.0167  0.0149  0
O  5.2409  10.172  18.4298  0.0135  -0.0039  -0.009
O  1.1704  5.3713  13.3225  -0.01  -0.0129  -0.0036
O  4.9242  6.1779  11.1426  -0.0227  -0.0098  0.0117
O  6.3033  8.7556  11.8048  0.0157  0.0251  0.0188
O  2.6462  9.1569  18.5561  -0.0137  0.0222  -0.0228
O  9.2975  10.0195  21.1851  0.0215  -0.0097  -0.0048
O  7.2205  1.0491  21.2052  -0.0069  0.0191  -0.0097
O  5.2502  10.3004  13.8383  0.0024  -0.0088  -0.0086
O  10.7655  3.6165  14.8143  -0.0124  0.0231  -0.0017
O  2.8666  -1.8343  13.9265  -0.0108  0.0313  0.0086
O  10.9601  8.6597  19.4301  0.0037  0.0124  -0.0033
O  3.511  8.5281  10.776  -0.037  0.0068  -0.0047
O  9.5458  4.2221  8.8159  -0.0003  -0.0065  0.0368
O  8.6347  3.1127  10.9931  -0.016  -0.0002  0.0047
O  7.0102  4.4695  18.3558  0.007  -0.0235  -0.0164
O  2.9937  0.6976  17.8119  -0.0198  -0.0248  -0.0054
H  5.1753  13.6827  15.4592  -0.0238  0.0249  -0.0193
O  9.803  11.6631  12.4463  0.032  -0.0268  0.0701
H  10.4751  11.3817  13.1013  -0.0539  0.0214  -0.0588

Results
free energy: -134580.835 eV
free energy less fixed offsets of H -17.10, O -569.03, Si -635.61 eV per atom: -2.445 eV

The program warned: the cutoff lies below the one the program advises for these potential files; the exchange-correlation potential is rough where the density is thin.
